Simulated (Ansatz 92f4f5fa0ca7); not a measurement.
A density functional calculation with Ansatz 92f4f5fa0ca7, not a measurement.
Periodic cell of 206 atoms, Si117O89, from a study of silicon, its oxide and their interface. The atomic structure is a simulated model.

Settings: functional PBE; potential files Ansatz PAW; basis plane waves; wave-function cutoff 700 eV; density cutoff ratio 5; exchange-correlation grid ratio 2; k mesh 2 x 2 x 1, shifted by 0.5 0.5 0.5 of a step; self-consistency stop 5e-08 eV per atom in the density residual; occupations Fermi-Dirac, 0.05 eV; spin none; net charge 0.

Cell vectors (angstrom)
a 11.5983 0 0
b 0 11.5983 0
c -2.6423 -1.6155 28.0567

Atoms: element, x, y, z (angstrom)
Si -0.8254 5.9159 -2.261
Si -0.5593 10.1265 -0.1629
Si -0.1464 3.1232 -1.3929
Si 4.2457 8.165 -1.0434
Si 3.3653 10.8962 0.1237
Si 3.2904 14.0146 -0.4521
Si 8.6438 8.9917 2.4467
Si 7.0008 7.6222 -1.9364
Si 8.7054 3.8186 -1.9441
Si 1.4719 7.1346 1.3614
Si 1.2377 10.8543 1.3031
Si 1.5385 3.0594 1.0905
Si 4.8801 5.2841 2.4383
Si 5.3195 10.9664 1.4011
Si 5.4907 3.2337 1.4485
Si 8.7991 7.2048 0.8357
Si 11.0338 7.7621 0.1777
Si 7.7872 3.373 1.044
Si 1.1235 8.9916 2.729
Si 1.1636 12.8518 2.5479
Si 1.1657 5.0596 2.4443
Si 4.8832 8.9802 2.563
Si 5.0902 12.8727 2.7327
Si 4.0073 7.212 1.1253
Si 8.4192 10.985 1.2044
Si 8.7142 13.0482 2.3189
Si 8.6403 5.2517 2.2455
Si -0.9824 9.0054 3.8134
Si -0.9385 12.9361 3.7372
Si -0.9509 5.1272 3.6529
Si 3.0663 9.0423 4.027
Si 3.0706 12.8367 3.9369
Si 3.0381 5.1355 3.898
Si 6.8408 8.953 3.9599
Si 7.0313 12.9095 4.0112
Si 6.8495 5.3131 3.8491
Si -0.9293 7.0464 5.1528
Si -0.9704 10.9676 5.154
Si -0.9484 3.2562 5.1407
Si 3.0505 7.0595 5.2873
Si 3.0559 10.9587 5.3222
Si 3.0645 3.2084 5.2227
Si 6.8888 7.0961 5.401
Si 6.9286 10.9336 5.3227
Si 6.9164 3.323 5.2704
Si 1.0293 7.0597 6.4867
Si 1.008 10.9249 6.4676
Si 1.0428 3.2127 6.4279
Si 4.9316 7.0875 6.7414
Si 4.9733 10.9952 6.6586
Si 4.9642 3.2098 6.6267
Si 8.8618 7.0945 6.7263
Si 8.8279 10.8973 6.7423
Si 8.825 3.3431 6.7141
Si 0.9922 9.0008 7.8418
Si 1.0669 12.8711 7.777
Si 1.0367 5.1143 7.8009
Si 4.9453 9.1072 8.044
Si 4.8347 12.8987 8.0359
Si 4.9874 5.089 8.0327
Si 8.8461 8.9471 8.2374
Si 8.7601 12.9166 8.0493
Si 8.8793 5.276 8.2443
Si -0.6979 9.1253 9.4891
Si -0.7764 12.9055 9.1911
Si -0.6 5.1894 9.4688
Si 2.8802 9.1194 9.2317
Si 2.8124 12.8396 9.3659
Si 2.9191 5.0755 9.1694
Si 6.7846 8.9877 9.5406
Si 6.7534 1.2951 9.3933
Si 6.819 5.2431 9.5484
Si 0.8333 6.827 10.898
Si -0.3064 11.1155 10.6668
Si 9.1082 2.5455 11.6707
Si 3.2608 7.0847 10.3275
Si 2.2702 10.903 10.7366
Si 2.1897 3.2422 10.5465
Si 5.7931 7.1177 10.7647
Si 7.0133 10.9859 10.7784
Si 6.9655 3.2132 10.7441
Si 0.079 6.3909 13.7536
Si 9.1431 11.6819 11.7301
Si -0.3451 3.1553 10.5821
Si 7.2614 7.1538 13.5181
Si 4.5466 11.2866 12.8296
Si 4.4059 2.8798 12.6634
Si 10.7687 8.5803 15.2797
Si 2.9157 9.7321 19.0659
Si 9.1846 4.8309 13.6362
Si 6.4576 5.638 18.5545
Si 4.4854 3.1725 18.4448
Si 5.7846 -0.1113 15.5914
Si 3.8351 7.1422 17.9616
Si 2.4347 4.9224 19.6155
Si 7.4139 5.303 15.8326
Si -0.0837 6.4092 16.7133
Si 8.3711 -1.5324 14.3801
Si -1.9223 8.6554 24.9231
Si 0.4867 10.1266 23.932
Si 3.4255 -1.3193 23.7009
Si -2.0002 2.7181 20.7378
Si -0.216 3.5505 23.1469
Si 8.5711 5.4956 20.719
Si 1.7481 8.5541 16.7967
Si 7.3677 0.3748 21.018
Si 7.4583 9.8886 23.1934
Si -0.57 1.1147 24.9034
Si 5.6966 0.6597 23.5288
Si 10.9181 4.6262 19.0559
Si 5.2743 11.7046 18.7092
Si 1.8936 8.9227 21.6254
Si 5.1836 3.0071 15.5544
Si 2.0124 5.057 24.5433
Si 9.3599 5.8362 23.5084
Si 2.8609 6.8224 22.1273
Si 5.1846 -3.7223 23.8281
O 5.7824 8.6082 -1.4171
O -0.5341 7.2408 -1.3977
O 4.7595 2.9768 -0.0244
O -1.689 2.7616 -1.6574
O 3.6909 7.167 -2.2517
O 0.1493 2.8395 0.1688
O 7.8025 7.192 -0.5721
O 9.5276 10.8584 -0.0723
O 6.8484 10.966 0.5988
O -0.2204 8.1174 10.783
O 1.1228 6.5179 12.5193
O -0.7432 7.8245 13.8241
O 8.9238 11.1059 13.2773
O 8.3302 6.0445 12.9208
O 3.1652 10.6702 12.1773
O 3.0184 3.4111 11.9888
O 7.8594 8.665 13.7115
O 6.0551 7.2136 12.4265
O 5.8973 10.7921 12.0404
O 8.8857 3.3132 13.1523
O 0.8844 7.3941 17.6153
O -4.3685 6.0133 19.9409
O 1.3494 3.7941 23.682
O 9.9348 5.7038 19.8212
O 0.0003 10.4149 -1.691
O 0.7238 2.1904 -2.408
O 8.8982 9.5606 23.8237
O 0.5593 9.3169 22.5066
O -2.3478 5.36 -2.066
O -1.8906 7.1054 24.4387
O 2.0091 -1.2422 24.5036
O 6.2902 1.1204 22.0533
O -0.6565 2.8306 21.72
O 7.2235 -0.8233 15.2933
O 8.6714 6.338 22.1146
O -0.8503 5.0503 23.1574
O 2.1383 9.9039 17.6304
O 5.4267 -0.4415 17.1606
O 4.1776 3.1952 16.8302
O -3.0938 3.8945 21.1038
O 6.4089 4.0488 15.6683
O 0.8281 4.7087 19.667
O 4.4493 1.2773 12.5964
O 9.6818 9.7708 15.3308
O 3.2097 7.7706 16.5496
O 3.7233 8.306 19.1015
O 0.6727 6.0741 15.2651
O 5.866 1.5199 15.4796
O 3.9898 10.9169 19.3494
O -1.3364 7.413 16.3397
O 3.3781 9.5615 -0.9046
O 5.35 6.818 25.0768
O 7.6281 5.5636 17.418
O 6.5892 -3.1066 23.246
O 4.4185 7.1541 22.5747
O 11.0504 5.0629 17.4822
O 5.6968 4.2158 18.7821
O 8.7321 1.3079 20.7848
O 10.7472 5.123 13.3453
O 2.8945 5.626 21.015
O -1.3553 3.1272 19.2576
O 8.868 4.8823 15.2358
O 5.7606 3.4195 11.9193
O 2.9623 5.8335 18.3716
O 3.1505 9.8422 22.164
O 3.1734 3.4853 19.3653
O -0.1464 0.0281 23.763
O 4.3377 -2.4511 24.4274
O 5.4105 6.7395 17.954
O 6.6789 11.0509 24.0501
O 3.2699 12.3681 -0.6386
O 6.6511 -0.0347 19.596
O 4.3354 3.345 14.2183
O 2.1016 6.2992 23.4849
O 6.161 6.4437 -2.8147
O 1.6854 9.5438 20.1291
O 0.7277 9.0624 15.6074
O 0.1425 4.7066 -1.7299
O 7.7409 3.6352 -0.6465
O 8.2 3.4903 -3.4562
O 4.9691 1.6835 18.7888
O 8.3852 4.7511 24.2491
O -0.4064 9.2457 24.956
O 0.5331 1.3791 26.0673
O 4.7093 10.9614 14.4512
O -0.8855 2.5391 24.2128
O 4.1619 0.1102 23.5269
O 6.8086 6.5864 14.996
O 7.7366 -1.0769 21.7052

Results
free energy: -125004.349 eV
free energy less fixed offsets of O -569.03, Si -635.61 eV per atom: 5.691 eV
pressure: -0.76 GPa
stress xx, yy, zz, yz, xz, xy (GPa, positive in tension): 1.79, 0.24, 0.24, -0.04, 0.09, 0.45

Forces (eV/angstrom), in the order of the atoms: element, x, y, z
Si 0.0957 0.0343 -0.2665
Si 0.3196 0.667 -0.1464
Si -0.1373 0.0326 -0.3737
Si -0.1361 -0.1177 0.21
Si -0.4571 -0.0697 -0.3128
Si 0.4696 -0.2445 -0.522
Si 0.0444 -0.0445 0.0052
Si -0.2719 0.1479 -0.3586
Si 0.1478 -0.1123 -0.2636
Si 0.057 -0.1118 0.0578
Si 0.0104 -0.1749 -0.2459
Si -0.5055 -0.1011 0.2401
Si -0.1941 0.2158 -0.0077
Si 0.7021 -0.0689 -0.5006
Si -0.5484 -0.2876 -0.0326
Si -0.4801 -0.071 -0.1919
Si 0.3294 -0.1326 -0.4526
Si 0.5484 0.0494 -0.3954
Si 0.0821 0.1646 0.2669
Si 0.0854 -0.1271 0.3358
Si 0.0999 0.0868 0.1188
Si 0.0549 -0.2558 0.1683
Si -0.0557 0.2649 0.0771
Si 0.0775 -0.0324 0.1173
Si -0.0198 -0.0125 -0.644
Si -0.047 -0.0774 -0.0943
Si 0.0881 0.024 0.1468
Si 0.0237 -0.162 0.0452
Si 0.0323 0.0424 -0.0433
Si 0.0249 0.0544 -0.0757
Si -0.1557 0.0821 0.0936
Si -0.0833 0.0616 -0.0082
Si -0.0726 -0.0245 -0.0832
Si -0.2022 -0.0307 0.0032
Si 0.1585 0.1319 0.1286
Si -0.062 -0.0707 -0.0211
Si 0.0308 -0.0008 -0.1611
Si 0.0079 0.0742 -0.0363
Si 0.015 -0.0626 0.0375
Si 0.0615 0.0155 -0.0014
Si -0.0556 -0.073 0.0412
Si 0.0038 0.0099 0.0774
Si 0.037 0.0426 0.0429
Si -0.0572 -0.0077 -0.0702
Si -0.0529 -0.0925 -0.028
Si -0.0285 -0.0015 0.0149
Si 0.0668 0.0905 0.0682
Si 0.1104 0.021 0.0071
Si -0.1426 -0.0396 0.0841
Si 0.0014 -0.0211 0.0074
Si 0.0291 0.0946 -0.0705
Si -0.0284 -0.0722 0.0447
Si -0.0381 0.0403 0.2138
Si -0.0199 -0.0389 0.2358
Si -0.0837 -0.0303 -0.171
Si -0.2848 -0.1077 -0.2007
Si -0.0524 0.1147 -0.2838
Si -0.1201 0.2361 -0.12
Si 0.1172 -0.007 0.1195
Si -0.0456 -0.2921 -0.127
Si -0.1038 0.0362 -0.1577
Si -0.1611 -0.0363 -0.2743
Si 0.0188 0.025 -0.0432
Si 0.2961 0.0501 0.2569
Si 0.3148 0.1137 -0.0181
Si 0.2945 0.0937 0.0912
Si 0.24 -0.2068 -0.153
Si -0.0559 0.1116 0.1417
Si 0.226 0.0389 -0.1765
Si -0.0674 -0.104 -0.1564
Si -0.1523 0.0253 -0.136
Si -0.1112 -0.0256 -0.097
Si 0.1103 -0.0793 0.4343
Si -0.2815 0.1182 -0.1282
Si 0.4384 0.328 0.3127
Si -0.4359 0.0274 -0.1601
Si 0.2893 -0.0064 0.1752
Si 0.1729 -0.027 0.1773
Si 0.1319 0.0065 0.5488
Si -0.2769 -0.0576 0.0973
Si -0.3004 0.1124 -0.0124
Si -0.0425 0.1164 0.1127
Si 0.3033 -0.2149 0.5055
Si -0.2072 -0.1295 0.0293
Si 0.0927 -0.0334 0.1735
Si 0.0698 -0.0202 0.1488
Si -0.0591 0.2156 -0.0241
Si -0.044 -0.0383 0.0738
Si -0.1199 0.0631 0.0636
Si 0.0168 -0.1192 0.2202
Si 0.1655 -0.0869 -0.0727
Si 0.0643 -0.0039 -0.1844
Si 0.2686 0.1869 0.1877
Si 0.0443 0.0507 -0.1336
Si 0.1082 0.1172 0.1365
Si -0.1371 -0.1759 0.0291
Si -0.1054 0.0302 -0.023
Si 0.0418 0.0645 0.3126
Si -0.1199 -0.0464 -0.17
Si 0.1555 0.0248 -0.0785
Si 0.1235 0.1521 0.0194
Si 0.0095 -0.0059 0.0892
Si -0.0734 0.1095 0.1523
Si 0.0021 0.104 0.1498
Si -0.2236 -0.0682 -0.1969
Si -0.07 -0.1281 0.1617
Si -0.1747 -0.0264 0.063
Si -0.038 -0.031 -0.2738
Si -0.0967 -0.214 0.0937
Si -0.1383 0.0596 -0.0209
Si 0.1136 0.0021 -0.079
Si 0.0263 0.393 0.1639
Si 0.2267 -0.0181 0.1705
Si -0.0372 0.0361 0.0207
Si 0.0772 -0.0501 -0.0219
Si 0.0163 -0.1689 0.1683
Si -0.0081 0.3585 -0.0241
O 0.1811 -0.0014 0.0036
O -0.0607 0.0535 -0.0362
O 0.1327 0.0581 0.1184
O -0.0282 -0.0151 0.1076
O 0.0766 0.0762 -0.1153
O 0.0584 0.1428 -0.0737
O 0.4543 -0.0308 0.641
O 0.0804 -0.2125 0.489
O -0.4036 -0.0043 0.51
O 0.0434 -0.0458 -0.3944
O -0.1063 -0.0939 -0.0108
O -0.0161 -0.1185 0.0381
O -0.0322 0.2968 -0.2473
O -0.0169 -0.0154 -0.1065
O -0.2061 0.0576 -0.312
O 0.0456 -0.0624 -0.0647
O -0.09 -0.166 -0.1152
O -0.1205 -0.0075 -0.3491
O 0.1776 0.0113 -0.1169
O -0.066 -0.1172 -0.086
O 0.046 0.015 -0.022
O -0.014 -0.002 0
O 0.0386 0.0599 0.0091
O 0.0621 -0.0714 -0.0561
O -0.1325 -0.1606 0.0892
O -0.0406 0.0736 0.1753
O 0.1308 0.012 0.0883
O 0.018 -0.0199 -0.0285
O -0.0832 0.0266 0.1171
O -0.0169 0.0325 0.0701
O -0.0787 -0.0706 0.0542
O 0.0559 -0.003 -0.0164
O -0.049 0.016 -0.1025
O -0.0354 -0.006 -0.1166
O -0.0177 -0.0522 -0.1262
O 0.0317 -0.0717 -0.0041
O 0.0839 -0.0497 0.0589
O -0.0448 -0.0337 0.0344
O -0.0047 0.0266 0.0297
O -0.0063 -0.0406 -0.0703
O -0.0479 0.0264 -0.0253
O 0.0453 -0.0322 0.0498
O -0.0728 -0.1193 -0.0767
O -0.0219 -0.0263 -0.131
O -0.0263 0.0393 0.1922
O 0.0295 0.02 -0.0193
O -0.0283 -0.032 0.0442
O -0.0988 -0.0277 -0.0593
O -0.0735 -0.0318 0.0114
O 0.1558 0.0515 -0.0477
O 0.0164 0.1532 0.1345
O 0.0055 -0.1679 0.1678
O -0.0699 0.0334 -0.0167
O -0.0583 -0.0847 0.03
O -0.1041 -0.0953 -0.1055
O 0.0627 -0.0181 0.0486
O -0.0593 0.0298 0.0725
O 0.0062 0.057 -0.0159
O -0.0557 -0.0581 -0.0246
O 0.0136 -0.1454 -0.1439
O 0.0343 0.0474 -0.0008
O 0.0484 0.0994 -0.1351
O 0.2377 -0.0329 -0.126
O -0.0093 -0.036 -0.037
O -0.1191 -0.2373 -0.0889
O -0.0308 0.0203 0.0277
O 0.0032 0.0562 0.1266
O -0.0146 -0.1219 0.0542
O -0.0931 0.0163 0.0034
O -0.0146 0.0441 -0.0425
O -0.1445 0.3181 -0.019
O -0.0431 0.0124 -0.0349
O -0.0269 0.0535 -0.1885
O 0.0372 0.0545 -0.0741
O 0.1883 0.0284 0.1
O 0.0748 0.0139 -0.1499
O 0.1263 -0.0396 0.1046
O 0.0319 -0.0389 0.1495
O -0.148 -0.0764 0.4666
O 0.0173 0.1158 0.1566
O -0.0431 0.0332 0.0601
O -0.0875 -0.0707 0.1821
O 0.0391 -0.0271 0.1616
O -0.008 0.0016 0.2529
O -0.1238 -0.0592 -0.3355
O -0.0337 -0.0928 0.0701
O 0.0469 0.0183 0.0002
O 0.0583 0.0687 -0.1094
O 0.0201 0.1 -0.0857

The program warned: the cutoff lies below the one the program advises for these potential files.
